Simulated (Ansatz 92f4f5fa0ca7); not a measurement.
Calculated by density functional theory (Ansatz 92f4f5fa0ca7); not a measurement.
Periodic cell of 122 atoms, Si78O44, from a study of silicon, its oxide and their interface. The atomic structure is a simulated model.

Settings: functional r2SCAN; potential files Ansatz norm-conserving; basis plane waves; wave-function cutoff 1300 eV; density cutoff ratio 4; exchange-correlation grid ratio 1; k mesh 2 x 2 x 1, shifted by 0.5 0.5 0.5 of a step; self-consistency stop 5e-08 eV per atom in the density residual; occupations Fermi-Dirac, 0.05 eV; spin none; net charge 0.

Cell vectors (angstrom)
a, 10.9176, -0.0709, 0.0493
b, -0.0709, 10.9694, 0.0243
c, 0.0807, 0.0398, 17.8811

Atoms: element, x, y, z (angstrom)
Si, 0.4059, -0.3991, -0.1778
Si, 2.5188, 2.9074, -0.0688
Si, 0.3644, 5.236, -0.1811
Si, 2.6692, 8.3111, -0.0727
Si, 5.7628, -0.3489, 0.2454
Si, 7.7011, 2.9958, -0.1068
Si, 5.8259, 5.3287, 0.6262
Si, 7.9821, 8.387, -0.0808
Si, 1.4447, 1.3799, 1.2469
Si, 4.1, 4.0218, 1.462
Si, 1.4793, 6.6931, 1.2577
Si, 4.1194, 9.4563, 1.4734
Si, 6.7421, 1.4577, 1.4812
Si, 9.6157, 3.9049, 1.1695
Si, 7.1256, 7.0078, 1.7832
Si, 9.6133, 9.5764, 1.3356
Si, -0.0575, 2.6197, 2.4685
Si, 2.779, 0.0038, 2.7622
Si, 0.027, 8.1247, 2.5613
Si, 2.7579, 5.4529, 2.7283
Si, 5.3843, 2.6148, 2.8781
Si, 8.4218, 0.0842, 2.7844
Si, 5.4621, 8.1642, 2.8198
Si, 8.3656, 5.4063, 2.7085
Si, 1.2422, 4.0568, 3.9446
Si, 4.0898, 1.2647, 4.1813
Si, 1.229, 9.607, 3.9658
Si, 4.0593, 6.6948, 4.1549
Si, 6.8294, 4.093, 4.0571
Si, 9.6671, 1.3931, 4.3015
Si, 6.9026, 9.6174, 4.0966
Si, 9.7489, 6.7842, 4.161
Si, -0.0519, -0.1472, 5.4575
Si, 2.6372, 2.7246, 5.4397
Si, -0.12, 5.3419, 5.5504
Si, 2.5909, 8.1257, 5.1833
Si, 5.7079, 0.0652, 5.3765
Si, 8.231, 2.7694, 5.4822
Si, 5.5384, 5.2502, 5.4315
Si, 8.2208, 8.1483, 5.5871
Si, 1.2724, 1.2773, 6.7233
Si, 4.0748, 3.9683, 6.7526
Si, 1.1814, 6.9206, 6.718
Si, 4.0231, 9.5055, 6.408
Si, 6.8137, 1.6399, 6.7629
Si, 9.4364, 4.047, 7.1513
Si, 6.7223, 6.7702, 6.8314
Si, 9.5489, 9.5487, 7.0181
Si, 0.1487, 2.7244, 8.1654
Si, 2.8593, -0.1299, 7.9368
Si, -0.1301, 8.2486, 8.3498
Si, 2.5997, 5.4606, 8.016
Si, 5.4335, 2.8827, 8.3364
Si, 8.3545, 0.3697, 8.0809
Si, 5.4081, 8.3135, 7.8545
Si, 7.9193, 5.7089, 8.5846
Si, 1.2628, 4.1738, 9.6021
Si, 4.7006, 0.8699, 9.1767
Si, 1.7523, 9.2047, 9.5082
Si, 3.9658, 6.9616, 9.0782
Si, 6.0983, 4.7795, 9.903
Si, 9.7434, 1.543, 9.6673
Si, 6.7608, 9.8085, 9.0039
Si, 8.9228, 7.5982, 9.8909
Si, 3.0206, -8.8015, 11.3632
Si, 3.0439, 4.5915, 14.3279
Si, 0.1858, 5.6851, 14.7848
Si, -1.8461, 6.7731, 12.7361
Si, 9.7855, 4.0272, 11.3839
Si, -4.1353, 7.9782, 14.8247
Si, 5.2101, 3.8671, 12.6458
Si, 0.7359, 0.1639, 11.8688
Si, 3.1411, 1.5145, 15.1391
Si, 5.7422, -0.0477, 15.0418
Si, 4.4562, -4.3565, 16.1053
Si, 7.2669, 13.4045, 14.6321
Si, 11.2307, 11.1933, 14.8225
Si, 10.104, 3.0254, 13.94
O, 1.8392, -1.3014, -0.3836
O, -0.0737, -0.4126, -4.6076
O, 4.3804, 0.7446, -3.4708
O, 5.2207, -0.1992, -1.3376
O, 0.1535, 6.1676, -1.5113
O, 1.3377, 3.9987, -0.7095
O, -0.3228, 10.6418, -1.7271
O, 4.0086, 24.6069, -5.6419
O, 6.8957, 0.7835, -3.2185
O, 3.2551, -3.2314, -1.5275
O, 7.7742, 2.6902, -1.7647
O, 2.7515, 2.8937, -3.6036
O, 6.789, 4.4128, -0.3888
O, 6.1031, -1.654, -3.2768
O, 7.0898, 9.7782, 0.0584
O, -0.5852, 6.6852, -4.2042
O, 2.2429, 3.4484, 10.7307
O, -0.038, 4.8838, 10.3457
O, 3.5808, 1.0544, 10.3894
O, 5.7362, -0.324, 9.8361
O, -3.1735, 7.4263, 13.5975
O, -2.1379, 16.2619, 11.9706
O, 2.8956, 8.0052, 9.8381
O, 4.933, 5.9123, 9.9551
O, 7.8563, 8.8578, 9.8566
O, 10.2487, 4.2437, 14.9505
O, 9.01, 2.8693, 10.521
O, 10.5129, 12.6714, 14.7427
O, 9.3301, 7.696, 11.4858
O, 6.258, 4.3488, 11.5454
O, -7.1286, -5.7218, 15.645
O, 5.0872, -4.5654, 17.5396
O, 1.9389, 0.5014, 14.9616
O, 1.8513, 1.3295, 12.1982
O, 1.3735, -1.0812, 10.9623
O, -5.4519, 6.9872, 14.9443
O, 10.4069, 0.6293, 10.9134
O, 12.5089, 5.2044, 14.0788
O, 3.3723, 1.9751, 16.6536
O, -2.3795, 2.7962, 13.5558
O, 4.1591, 4.9957, 13.1882
O, 10.7817, 3.3823, 12.5344
O, 7.6839, 8.045, 16.2158
O, 6.1613, 3.3369, 13.9124

Results
free energy: -29609.034 eV
free energy less fixed offsets of O -463.61, Si -117.95 eV per atom: -10.094 eV
pressure: -2.67 GPa
stress xx, yy, zz, yz, xz, xy (GPa, positive in tension): 1.97, 2.99, 3.07, 1.05, 0.29, -2.19

Forces (eV/angstrom), in the order of the atoms: element, x, y, z
Si, 1.1559, -0.5241, -0.6069
Si, 0.4487, 0.7431, -0.7136
Si, 0.2533, -0.8148, 0.7461
Si, -0.4689, 0.8852, 1.1973
Si, 0.5283, 0.1684, -1.2571
Si, -0.3595, 1.5991, -1.5761
Si, 0.1587, 0.7869, -0.9771
Si, -1.3467, 0.7539, 0.2138
Si, -0.3511, -1.2724, -0.3302
Si, -0.1685, -0.5451, -0.2084
Si, -0.1619, 1.085, -0.1654
Si, -0.7443, -0.027, -0.3142
Si, 0.7985, -1.0347, -1.0111
Si, -1.1886, 1.1872, -1.1334
Si, -0.7244, -0.7014, -2.4453
Si, 0.476, -0.7827, -0.7932
Si, 0.4049, 0.0969, 1.8184
Si, 0.0695, -0.3722, -1.0997
Si, 0.1415, 0.2741, -0.0869
Si, -0.2394, -0.6822, 0.0896
Si, -0.3423, 0.9962, -0.2547
Si, -1.0603, -0.1846, -0.6605
Si, -0.0633, 0.1621, 1.3981
Si, 0.8653, -0.5143, 1.077
Si, 0.2474, 0.0046, 0.5755
Si, -0.0986, 0.4445, 0.4881
Si, 0.2048, -0.405, -0.2115
Si, 1.0151, 0.0261, -0.3583
Si, 1.4942, -0.862, -1.0407
Si, 0.1074, -0.3818, -1.3227
Si, 0.52, -0.4814, 0.0161
Si, -1.3605, -0.5604, 0.29
Si, 0.5548, 0.3813, -0.477
Si, -0.1153, -0.8, -0.9159
Si, 0.4714, 0.4672, -0.3706
Si, -0.2134, 0.4281, 0.9608
Si, -1.4699, -0.3863, 0.5273
Si, 0.0984, 1.386, -0.211
Si, -1.2488, 1.6644, 0.9946
Si, 0.0813, -0.0172, -0.8016
Si, 1.2868, -0.0506, 0.5074
Si, -0.8088, 0.4811, 0.7244
Si, 0.1311, -0.7792, 0.6013
Si, 0.1742, 0.6838, 0.4707
Si, -0.0073, -0.7956, 1.1294
Si, -0.255, 0.6544, -0.1833
Si, 0.6767, -0.2665, -0.5049
Si, -0.7557, 0.6178, -0.2354
Si, 0.1344, 0.0012, -0.3602
Si, 0.504, -0.5305, -0.1924
Si, 0.7016, -0.2508, 0.5064
Si, -0.259, 0.2094, -0.2139
Si, 0.6785, 0.2133, 0.1089
Si, -0.4276, -0.7645, 0.0643
Si, -0.615, -0.057, -0.2616
Si, 0.4179, -0.3364, 0.4514
Si, 0.7833, 0.1661, -0.16
Si, -1.842, -1.5626, 1.2171
Si, 0.5199, 0.5516, 0.964
Si, -0.1656, 0.3269, 0.5161
Si, 0.4895, -0.7063, 0.531
Si, -0.6397, -0.0519, 2.2855
Si, 1.5761, -0.8018, 0.372
Si, 0.0841, 0.5061, -0.4848
Si, 1.286, -0.5089, -0.2235
Si, 0.4732, -0.5796, 0.0925
Si, 0.1406, 0.2632, -0.7619
Si, -1.0094, 0.7366, -0.3867
Si, 0.6987, 0.5403, -0.5152
Si, -0.1615, 0.0804, -0.7948
Si, 0.7078, -0.2152, 2.3588
Si, -0.9877, -0.9883, -1.8186
Si, 1.7779, 1.1519, -2.5691
Si, -1.041, -2.0521, -1.5567
Si, -0.654, -0.9954, -0.5597
Si, -1.0945, -0.4562, -0.1127
Si, -1.6076, 1.8724, -1.1147
Si, -0.8675, -2.1691, 0.8253
O, -1.559, 0.0057, -0.0288
O, 1.5998, 0.4558, 0.1004
O, -0.9753, -0.1418, 0.8267
O, 0.0615, 0.1471, 3.2932
O, -0.3168, 0.0112, -1.8774
O, 1.5115, -1.2249, 0.668
O, 0.1003, -0.7797, 1.7117
O, 0.0182, -0.9617, -0.9744
O, 1.7546, 2.0495, -0.5774
O, 0.3281, -0.1126, -0.5445
O, 0.0744, -0.2766, 1.2321
O, 0.0712, 0.589, 1.6876
O, -0.1021, -0.3554, 1.6647
O, -0.5473, 1.6377, -0.3971
O, -0.4377, -0.1717, 0.2765
O, -0.5084, -0.7062, 1.0383
O, -0.6618, 0.6684, -1.1252
O, 0.1879, -0.4203, 0.0715
O, 0.1739, 0.7639, -0.0457
O, -1.0229, 1.6908, -0.2047
O, 1.2169, -1.0343, -0.5388
O, 0.2619, 0.5206, 1.0991
O, -0.3273, 0.2883, -0.0049
O, -0.3569, 0.5242, 0.1949
O, -0.7322, -0.0494, -0.4014
O, -0.0926, 1.0371, 0.3954
O, 0.5239, -0.3146, -0.17
O, 0.8928, -0.1133, -0.2483
O, -0.0539, -1.214, 0.5445
O, -0.0714, 0.4926, -2.5738
O, -1.0228, -0.1117, -0.5937
O, 0.6972, 0.0107, 0.6373
O, 0.4436, -0.4818, -0.0203
O, -1.3864, -1.2531, 0.2714
O, 0.1213, 0.3132, 0.0059
O, 1.328, 0.7181, 0.0684
O, 0.5827, 0.4724, -0.1784
O, 0.2327, 0.5199, 1.1713
O, -0.6707, 1.2346, 1.3717
O, 1.1642, 0.2153, -0.3612
O, -0.309, -0.2547, 0.1586
O, -0.7212, 0.173, -0.7584
O, 0.9203, -0.7666, 1.132
O, -0.8048, -0.1206, 0.2382
